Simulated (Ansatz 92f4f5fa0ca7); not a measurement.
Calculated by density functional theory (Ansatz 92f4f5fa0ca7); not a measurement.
Periodic cell of 192 atoms, Si128O64, from a study of silicon, its oxide and their interface. The atomic structure is a simulated model.
This geometry differs little from another in the collection (a relaxation step or a small displacement).

Settings: functional r2SCAN; potential files Ansatz PAW; basis plane waves; wave-function cutoff 800 eV; density cutoff ratio 5; exchange-correlation grid ratio 1; k mesh 1 x 1 x 1, shifted by 0.5 0.5 0 of a step; self-consistency stop 1e-10 eV per atom in the density residual; occupations fixed; spin none; net charge 0.

Cell vectors (angstrom)
a  10.88  0  0
b  0  10.88  0
c  1.291  -1.5723  29.6485

Atoms and the computed forces on them: element, x, y, z (angstrom), force x, y, z (eV/angstrom)
Si  1.1214  -1.0508  0.1029  0.0004  0.0007  -0.0004
Si  3.7751  1.5795  0.1476  0.0004  0.0002  -0.0014
Si  1.5897  3.7635  0.1553  0.0003  0.0007  -0.0014
Si  4.385  -4.3099  0.1263  0.0001  -0.0002  -0.0008
Si  -3.8583  -1.6685  0.0157  0.0001  -0.0001  -0.0003
Si  -1.0615  1.1645  0.0441  0.0005  -0.0001  -0.0014
Si  6.583  4.384  0.1072  0.0001  0.0003  -0.0001
Si  -1.6537  -3.8869  -0.0069  -0.0004  -0.0001  -0.0009
Si  2.6583  0.0382  1.4894  0.0004  0  0.0009
Si  5.4209  2.7492  1.3483  0.0004  -0.0001  -0.0008
Si  2.7511  -5.4687  1.3614  0.0002  0.0006  -0.0008
Si  5.501  -2.7482  1.445  0.0002  0  -0.0006
Si  -2.7021  -0.0235  1.271  0.0002  0.0002  -0.0012
Si  0.033  2.6584  1.4813  0  0  0.0005
Si  8.1384  5.4938  1.4376  0.0003  -0.0001  -0.0006
Si  -0.0451  -2.7138  1.2914  0.0001  0.0002  -0.0002
Si  1.3453  1.3489  2.8991  0.0003  0.0002  0.0001
Si  4.0874  4.0783  2.7805  0.0006  0.0001  -0.0002
Si  1.3486  -4.0753  2.6489  -0.0001  0.0009  -0.0008
Si  4.0838  -1.3638  2.718  0.0001  0.0001  -0.0002
Si  6.8067  1.3479  2.6418  0.0004  0  -0.0006
Si  9.5192  4.0836  2.716  0  0.0001  -0.0003
Si  6.8187  6.8106  2.8554  0  -0.0001  -0.0006
Si  -1.3748  -1.3646  2.7206  0.0007  -0.0002  0.0003
Si  -0.0356  -0.0391  4.1451  0.0002  -0.0002  -0.0002
Si  2.7356  2.7342  4.1591  0  0  0.0002
Si  0.0097  -5.429  4.055  0  0.0002  -0.0003
Si  2.7079  -2.7332  4.0494  0.0001  0.0002  -0.0004
Si  5.452  0.0102  4.0524  0.0002  -0.0001  -0.0003
Si  8.1491  2.7063  4.0439  0.0003  0  -0.0003
Si  5.4374  5.4311  4.1427  0.0001  -0.0001  -0.0004
Si  8.1812  -2.6936  4.1429  0.0004  0.0003  -0.0003
Si  1.337  -1.3744  10.869  0.0002  0  0.0002
Si  4.0702  1.3657  10.8598  0.0003  0.0004  -0.0002
Si  1.3844  4.0804  10.8486  0.0003  0.0001  -0.0005
Si  4.0901  -4.0798  10.8919  0.0002  -0.0001  0
Si  6.8038  -1.3663  10.8698  0.0005  -0.0001  0.0001
Si  -1.365  1.3437  10.8725  0.0004  -0.0002  0.0002
Si  6.7921  4.0883  10.8712  0  0.0001  0
Si  -1.347  -4.0501  10.8492  0.0003  0.0004  -0.0004
Si  2.7055  -0.0132  12.186  0  -0.0003  -0.0002
Si  5.4267  2.721  12.2273  0.0002  -0.0001  -0.0005
Si  2.7194  5.4368  12.2401  0.0001  -0.0001  -0.0006
Si  5.448  -2.7059  12.2449  0.0002  -0.0002  0
Si  -2.7186  -0.0258  12.2459  0.0005  0  -0.0001
Si  0.031  2.708  12.1749  0.0003  -0.0002  0
Si  8.1684  5.481  12.1737  0  0.0001  0.0001
Si  -0.0129  -2.7151  12.2693  0.0002  0  0.0002
Si  1.3513  1.3218  13.5394  0.0005  -0.0001  0.0003
Si  4.0682  4.0717  13.5974  0.0006  0.0002  -0.0004
Si  1.3678  -4.0808  13.6117  0.0005  0.0002  -0.001
Si  4.0549  -1.3327  13.5712  0.0001  0.0001  0.0002
Si  -4.0978  1.3412  13.5674  0  0  0.0002
Si  -1.3157  4.1198  13.4553  0.0003  0.0001  0.0008
Si  6.8427  -4.0574  13.5746  0.0003  -0.0001  0.0003
Si  -1.375  -1.3645  13.6569  0  -0.0001  0.0005
Si  -0.0065  0.0133  14.9784  0.0005  0.0001  -0.0002
Si  2.7103  2.6616  14.9051  0.0002  0  -0.0012
Si  0.0013  -5.4596  14.9262  0.0004  0.0001  0.0005
Si  2.7153  -2.71  14.9648  0  0  0.0005
Si  5.4018  0.0344  14.9636  0.0004  0.0004  -0.0001
Si  -2.6787  2.7552  14.7557  -0.0003  0.0002  0.0006
Si  5.4609  5.4445  14.8933  0  -0.0002  -0.0009
Si  -2.7261  -2.7065  15.0482  0.0003  0.0002  0.0004
Si  1.5859  -1.1228  16.2881  0.0007  0.0007  -0.0001
Si  3.8128  1.1418  16.3286  0.0005  0.0001  0.0007
Si  1.1224  3.7715  16.175  0.0005  0.0005  0.0008
Si  4.3557  -3.8498  16.2007  0.0004  0.0002  -0.0005
Si  6.4798  -1.562  16.2757  0.0001  0.0002  0
Si  -1.1906  1.6679  16.1645  0  0.0001  0.0007
Si  -3.8026  4.266  16.1017  0.0004  -0.0005  -0.0002
Si  -1.5941  -4.3771  16.2682  0.0008  0  -0.0002
Si  -0.0754  -1.416  18.8847  0.0007  -0.0003  -0.001
Si  3.7421  -1.1523  -6.7924  0.0003  0.0007  -0.0001
Si  4.4662  -3.9091  -6.9359  -0.0003  0.0001  -0.0003
Si  5.8  4.4773  -6.6361  0.0004  -0.0002  0
Si  7.9212  2.5274  -1.9554  0.0001  -0.0005  0.0004
Si  2.7025  -3.1719  -4.9218  -0.0003  0.0006  0.0005
Si  7.5383  2.9339  -5.0141  0.0003  -0.0001  0.0003
Si  0.2696  -5.2807  -1.965  0.001  0.0013  0.0007
Si  0.5734  1.4732  19.9689  0.0001  -0.0001  -0.0001
Si  5.131  0.9441  -4.8626  0.0009  -0.0008  0
Si  -1.2703  4.1041  -6.981  0.0002  0  0
Si  -0.1042  -4.1932  19.0525  0  -0.0002  -0.0004
Si  6.8221  3.5776  19.0902  0.0003  0  -0.0063
Si  3.1605  3.0713  -5.7587  -0.0002  -0.0001  0.0005
Si  4.4238  -0.2466  21.4493  0.0001  0.0005  -0.0003
Si  -1.1274  3.9323  20.2703  0.0005  0  -0.0003
Si  7.0939  1.0603  20.6713  0.0001  0.0001  -0.0005
Si  2.564  -5.3301  18.2878  0.0003  -0.0008  0.0005
Si  4.2894  4.2858  20.4028  0  0.0006  0.0003
Si  3.4681  1.5583  19.2927  0.0005  -0.0001  -0.0004
Si  5.6668  0.2805  -1.9249  0.0006  0.0004  0.0009
Si  2.4808  -2.9726  -1.8935  -0.0007  -0.0007  0.0006
Si  -2.5845  -0.149  18.2539  0  0.0004  -0.0004
Si  0.8914  5.1455  -4.9321  0.0005  0.0004  0
Si  1.3637  -1.3909  5.4519  0.0003  -0.0002  -0.0002
Si  4.1042  1.349  5.4592  0.0003  -0.0003  0.0002
Si  1.3524  -6.7749  5.4574  0.0001  0.0001  0.0001
Si  4.061  -4.0718  5.4476  0.0002  0.0003  -0.0003
Si  6.7916  -1.3349  5.4539  0.0002  0  0
Si  9.4922  1.3652  5.4472  0  0  -0.0002
Si  6.8115  4.0537  5.4478  0.0006  -0.0001  -0.0003
Si  -1.3364  -4.0848  5.4525  0.0002  -0.0001  0
Si  2.7257  -0.016  6.8  0.0002  0  -0.0004
Si  5.4563  2.7096  6.8143  0  -0.0002  -0.0006
Si  2.7147  -5.428  6.8113  0.0002  -0.0002  -0.0006
Si  5.4282  -2.7095  6.8004  0.0004  -0.0001  -0.0004
Si  8.1434  0.0188  6.8138  0.0002  -0.0001  -0.0005
Si  -0.0122  2.7258  6.7967  0.0004  -0.0002  -0.0004
Si  -2.7096  -5.4529  6.797  0.0001  0  -0.0003
Si  0.0151  -2.7377  6.8195  0.0001  -0.0001  -0.0005
Si  1.3565  1.3564  8.1422  0.0001  0  0
Si  4.0879  4.0842  8.1423  0.0001  -0.0001  -0.0001
Si  1.3698  -4.0848  8.1784  0.0002  0  -0.0002
Si  4.0756  -1.3642  8.1773  0.0002  0  -0.0002
Si  6.7983  1.362  8.1837  0.0003  -0.0001  -0.0002
Si  -1.36  4.0773  8.172  0.0002  0.0001  -0.0003
Si  6.8  -4.0826  8.1416  0.0002  0.0003  -0.0001
Si  9.5173  -1.3557  8.1369  0.0001  0  0
Si  -0.008  -0.0072  9.5018  0.0001  0.0001  -0.0001
Si  2.7291  2.722  9.4852  0.0002  0.0003  0
Si  0.0068  -5.4387  9.5179  0.0004  0.0002  0
Si  2.719  -2.7295  9.5355  0.0001  0.0001  -0.0002
Si  5.4396  0.0001  9.5259  0.0002  0.0002  -0.0001
Si  8.1574  2.7193  9.5306  0.0002  0  -0.0002
Si  5.4369  5.4444  9.5086  0.0001  0.0001  -0.0002
Si  8.1603  -2.7108  9.4915  0.0004  0  0.0001
O  1.9159  -1.6399  -1.1932  0  -0.0008  -0.0002
O  7.3971  3.8542  -1.2053  0  0.0002  -0.0003
O  2.7445  -0.0428  16.6529  0.0001  -0.0005  -0.0006
O  6.5542  1.6496  -5.2526  0.0001  0.0006  0.0004
O  3.0116  -0.2667  -7.9348  0.0009  0.0007  0.0002
O  -2.0684  1.1632  17.4553  0.0007  0  -0.0009
O  8.1277  5.4078  16.5779  -0.0011  0.0002  -0.0003
O  0.7564  4.3178  -1.1245  0.0007  0.0019  -0.0006
O  5.2942  0.1324  -3.4785  0  0.0002  -0.0003
O  2.6921  2.6827  -0.4088  0.0005  -0.0004  0.0004
O  4.0841  -3.9099  -5.3563  0.0002  0.0003  -0.001
O  5.4125  -2.7169  16.7495  -0.0001  -0.0003  -0.0011
O  1.3793  -4.132  -1.8227  0.0002  -0.0012  -0.0002
O  -0.4452  5.3749  19.9371  0.0009  0.0002  -0.0002
O  0.1172  -0.0603  19.7355  0.0003  0.0002  0.0002
O  6.6803  3.5264  17.4917  0.0005  0.0004  -0.0031
O  2.0328  3.9771  -5.0253  0.0001  0.0005  -0.0001
O  3.7198  0.142  20.0491  0.0007  0.0004  -0.0001
O  0.0377  0.0508  -0.4631  0.0001  -0.0004  0.0016
O  4.1921  1.6848  17.84  -0.0004  0  0
O  -2.1071  3.0593  -6.0556  0.0005  0.0001  -0.0003
O  -1.1  -4.6722  -1.3425  0.002  0.0003  -0.0005
O  6.6418  4.2733  -5.2712  0.0002  0.0004  -0.0002
O  3.1842  -4.5244  -7.7285  0.0011  0.0015  -0.0005
O  6.2417  -1.1003  -1.3115  0.0011  0.0004  -0.0006
O  3.7778  -4.6375  17.4995  0.0001  0.0001  0
O  -0.0537  2.7386  16.6812  0.0003  -0.0002  -0.0002
O  1.945  4.2932  17.4861  -0.0004  0.0001  -0.0004
O  6.4732  2.0806  19.5921  0.0002  0.0008  -0.0006
O  0.827  1.6644  21.5577  0.0001  0.0002  -0.0002
O  -0.4748  2.6354  19.5316  0.0002  -0.0002  0.0004
O  2.5841  -1.8638  -5.887  0.0007  -0.0002  0.0001
O  2.8102  -2.6268  -3.4206  -0.0001  0.0002  -0.0004
O  5.4685  -5.4136  -0.427  0.0005  0.0002  0.0003
O  8.1462  0.1717  19.8366  -0.0002  0.0004  -0.0002
O  1.0602  -1.6098  17.7511  0.0003  0.0002  -0.0008
O  5.6847  4.5837  19.6403  0.0001  0.0001  -0.0001
O  -0.2123  4.909  -6.0757  0.0004  0.0004  0
O  3.8166  -3.5073  -1.1734  -0.001  0.0003  0
O  4.3476  0.7589  -1.1368  0.0008  0  -0.0002
O  1.4032  -4.268  18.5091  -0.0003  -0.0012  -0.0011
O  -1.4714  -1.2902  18.0784  0.0003  0  -0.0007
O  8.1219  -2.7747  -0.512  0.0004  0.0002  0
O  -2.2012  5.1975  -7.7822  0.0005  0.0005  -0.0003
O  1.8827  1.7102  19.0682  0.0001  0.0001  -0.0001
O  4.6621  -2.3611  -7.4002  -0.0005  0.0001  0.0009
O  3.0784  5.0881  19.7335  0.0004  0.0014  -0.0005
O  5.9971  0.0993  21.3247  0.0002  0.0006  -0.0002
O  8.1351  2.8692  -3.5162  0.0001  0.0004  -0.0006
O  6.9349  -0.7527  17.6306  0  0.0002  -0.0004
O  5.7697  -4.8522  -7.1234  0.0002  0.0002  0
O  4.7065  -0.1562  -5.9591  0.0004  0.0002  0.0005
O  1.5035  -4.24  -5.0921  0.0002  0.0003  -0.0001
O  -0.1675  -2.7507  19.8143  0.0001  0  -0.0008
O  0.1308  5.1179  -3.4973  0.0005  0.0004  -0.0001
O  -2.6374  4.0408  19.702  0.0003  0.0002  -0.0006
O  3.9614  2.0802  -4.7366  0.0004  -0.0002  0
O  -1.5972  1.9652  -1.2862  0.0001  0.0002  -0.0004
O  6.8009  1.3999  -1.7536  0.0001  0.0005  -0.0011
O  4.2601  4.0555  -6.416  0.0003  0.0001  -0.0005
O  6.4517  3.5119  -7.7806  0.0001  0.0005  0
O  2.5162  2.1606  -6.9433  0.0003  0.0004  -0.0004
O  3.9411  2.7124  20.3277  0.0002  0.0004  -0.0008
O  -1.0585  -4.0493  17.762  0.0005  -0.0001  0.0001

Results
free energy: -118377.658 eV
free energy less fixed offsets of O -570.45, Si -639.56 eV per atom: -5.178 eV

The program warned: the cutoff lies below the one the program advises for these potential files; the forces do not sum to zero within the program's tolerance; empty levels may hold ghost states of the PAW files; the exchange-correlation potential is rough where the density is thin.
